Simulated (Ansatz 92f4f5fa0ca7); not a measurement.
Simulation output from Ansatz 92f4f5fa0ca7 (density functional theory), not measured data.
Periodic cell of 237 atoms, Si146O85H6, from a study of silicon, its oxide and their interface. The atomic structure is a simulated model.
Doubt: the cutoff is low for norm-conserving oxygen, so forces and energies are approximate.
Doubt: the program's own warning below bears on the result.

Settings
functional: HSE06
potential files: SPMS norm-conserving
basis: plane waves
wave-function cutoff: 800 eV
density cutoff ratio: 4
exchange-correlation grid ratio: 1
k mesh: 1 x 1 x 1, Gamma-centred
occupations: fixed
spin: none
net charge: 0

Cell vectors (angstrom)
a	11.6015	0	0
b	0	10.938	0
c	0	0	31.9759

Atoms: element, x, y, z (angstrom)
Si	-0.0466	0.0901	23.3235
Si	3.7162	0.0308	23.5258
Si	7.6827	-0.0246	23.1884
Si	1.8749	1.4803	23.2948
Si	5.6521	1.2959	23.147
Si	9.5919	1.3564	23.3215
Si	-0.089	5.5624	23.4055
Si	3.8577	5.6839	23.2636
Si	7.6128	5.5225	23.1846
Si	1.8586	6.9301	23.2605
Si	5.7751	7.088	23.2961
Si	9.5756	6.8576	23.1777
Si	1.8947	2.8588	25.2012
Si	5.7485	2.7611	25.0798
Si	9.5924	2.7957	25.1997
Si	11.5382	4.1646	25.2931
Si	3.8538	4.2027	25.151
Si	7.6552	4.1663	25.1604
Si	1.8676	8.2207	25.2526
Si	5.7782	8.2359	25.3324
Si	9.5934	8.2702	25.1237
Si	11.5572	9.6097	25.215
Si	3.8129	9.5543	25.3759
Si	7.6667	9.6391	25.2091
Si	11.5645	0.0333	27.1434
Si	3.8389	0.0579	27.2046
Si	7.7033	0.0465	27.1458
Si	1.9026	1.4091	27.1133
Si	5.7712	1.4177	27.0873
Si	9.6307	1.4068	27.1301
Si	11.5452	5.5135	27.1951
Si	3.8442	5.4703	27.1454
Si	7.7077	5.4754	27.1378
Si	1.8992	6.8247	27.1556
Si	5.7777	6.8163	27.1916
Si	9.6185	6.8798	27.0931
Si	1.9336	2.7345	29.0767
Si	5.8008	2.7345	29.0767
Si	9.6679	2.7345	29.0767
Si	0	4.1018	29.0767
Si	3.8672	4.1018	29.0767
Si	7.7343	4.1018	29.0767
Si	1.9336	8.2035	29.0767
Si	5.8008	8.2035	29.0767
Si	9.6679	8.2035	29.0767
Si	0	9.5708	29.0767
Si	3.8672	9.5708	29.0767
Si	7.7343	9.5708	29.0767
Si	0	0	31.0103
Si	3.8672	0	31.0103
Si	7.7343	0	31.0103
Si	1.9336	1.3673	31.0103
Si	5.8008	1.3673	31.0103
Si	9.6679	1.3673	31.0103
Si	0	5.469	31.0103
Si	3.8672	5.469	31.0103
Si	7.7343	5.469	31.0103
Si	1.9336	6.8362	31.0103
Si	5.8008	6.8362	31.0103
Si	9.6679	6.8362	31.0103
Si	1.9336	2.7345	0.9679
Si	5.8008	2.7345	0.9679
Si	9.6679	2.7345	0.9679
Si	0	4.1018	0.9679
Si	3.8672	4.1018	0.9679
Si	7.7343	4.1018	0.9679
Si	1.9336	8.2035	0.9679
Si	5.8008	8.2035	0.9679
Si	9.6679	8.2035	0.9679
Si	0	9.5708	0.9679
Si	3.8672	9.5708	0.9679
Si	7.7343	9.5708	0.9679
Si	11.6236	-0.0324	2.9339
Si	3.8916	-0.0441	2.9077
Si	7.7802	-0.0339	2.9186
Si	1.9584	1.3048	2.8704
Si	5.8389	1.2848	2.8165
Si	9.6988	1.362	2.929
Si	11.6344	5.465	2.8773
Si	3.9006	5.4504	2.9287
Si	7.7729	5.4612	2.8979
Si	1.955	6.8133	2.899
Si	5.8468	6.8146	2.9095
Si	9.7049	6.848	2.9303
Si	1.9971	2.5959	4.8241
Si	5.8589	2.6009	4.7215
Si	9.7185	2.7728	4.8512
Si	11.7167	4.0465	4.7557
Si	3.9224	3.9336	4.7717
Si	7.7288	4.0731	4.8075
Si	1.9523	8.1259	4.8688
Si	5.8589	8.1446	4.874
Si	9.7192	8.252	4.8731
Si	11.6706	9.6132	4.9404
Si	3.9037	9.4215	4.7749
Si	7.7735	9.5959	4.9064
Si	11.6817	0.1202	6.8964
Si	3.9522	-0.3136	6.7583
Si	7.863	0.0875	6.8405
Si	2.1742	1.2282	6.7905
Si	5.7996	1.1789	6.6179
Si	9.7623	1.5345	6.8715
Si	11.7208	5.4361	6.6442
Si	3.937	5.2032	6.732
Si	7.7042	5.4747	6.7219
Si	2.122	6.6993	6.7882
Si	5.7067	6.7324	6.7931
Si	9.7336	6.7106	6.6614
H	7.6878	4.556	7.899
H	7.8704	10.1372	8.053
H	11.595	10.1559	8.095
O	5.2786	7.5257	8.2256
O	3.9967	4.4132	8.2358
O	3.9342	9.7908	8.2341
O	5.4781	2.3132	7.7904
O	9.7124	2.6006	8.1815
O	2.6927	2.1468	8.0987
O	2.5126	7.5584	8.1851
O	9.8986	7.4176	8.1781
O	11.6918	4.4074	7.9631
H	-0.0945	10.1697	22.0999
H	9.636	2.1704	22.0727
H	3.9259	4.7968	22.0658
O	5.2741	1.9899	21.6343
O	5.7583	8.4342	22.2794
O	2.0658	2.3201	21.8619
O	7.8438	9.8727	21.8446
O	3.5227	9.9498	22.2393
O	7.5305	4.4206	21.9103
O	1.7713	7.9442	21.9179
O	11.3253	4.4283	22.1922
O	9.6202	7.5341	21.6384
Si	6.4766	9.3282	21.0841
Si	10.181	4.6103	13.5961
Si	9.2907	9.8066	13.2802
Si	7.0497	0.7536	13.2564
Si	0.2268	6.4362	11.8515
Si	4.6212	7.7594	11.8246
Si	7.9366	3.8044	20.4498
Si	0.4291	3.446	11.6403
Si	4.6466	4.8126	13.2311
Si	9.7752	6.6532	9.6132
Si	3.6096	4.9423	18.8275
Si	8.663	10.0518	16.3677
Si	5.963	1.4581	20.2268
Si	7.4608	5.4922	13.8088
Si	4.8783	7.7969	19.2325
Si	11.0267	9.3766	18.1239
Si	2.2401	1.1311	12.8841
Si	3.0336	2.9566	15.2301
Si	7.0105	7.4387	15.9798
Si	10.0356	4.117	16.5559
Si	7.6631	7.5778	11.6902
Si	1.2264	4.9013	16.8939
Si	4.127	2.8077	8.5625
Si	1.9938	2.8128	20.3165
Si	7.7989	1.993	15.9918
Si	5.1667	2.7157	17.4143
Si	2.6758	9.0875	21.1823
Si	5.1107	9.2957	14.3648
Si	0.7251	9.1834	13.1433
Si	10.5528	3.781	8.9464
Si	4.8425	2.125	11.6195
Si	10.0807	7.2705	20.0919
Si	3.6359	9.3203	16.9757
Si	11.0291	4.4466	20.5902
Si	3.8936	8.2339	8.7874
Si	1.9007	10.9436	18.9218
Si	7.9527	5.8346	18.2608
Si	1.0373	7.8294	16.0524
O	4.245	8.7924	13.059
O	7.2769	4.7593	19.2892
O	1.766	10.1116	20.3161
O	10.8813	3.3869	12.7978
O	3.5127	4.1987	14.2454
O	0.8314	8.6981	14.6923
O	1.6491	10.5284	12.8681
O	5.9794	4.9444	14.1764
O	4.1947	2.2428	16.1638
O	4.4156	2.3103	10.0746
O	9.2757	2.6731	16.2891
O	7.415	6.1156	12.3217
O	3.8007	8.0783	10.4317
O	10.6332	4.629	15.1361
O	11.3414	3.1245	10.2058
O	1.06	5.0018	11.6566
O	6.6813	2.8358	16.8212
O	7.7815	0.4623	16.5396
O	8.8022	6.9325	19.1281
O	2.4418	8.2646	16.7192
O	6.7775	6.5232	17.3335
O	10.8178	9.6785	12.7386
O	8.4603	8.5076	12.7564
O	7.9371	6.5471	14.9602
O	6.1654	8.1315	11.3976
O	5.9538	10.7491	20.3858
O	3.7141	8.4507	20.1381
O	10.6201	6.048	12.9151
O	9.574	5.0162	9.4543
O	8.5789	4.3279	13.6483
O	4.5072	6.2093	19.3274
O	4.1696	9.922	15.5494
O	3.7685	1.1113	12.3189
O	7.7339	8.7548	16.5499
O	0.5033	10.5975	18.1627
O	11.1569	6.8914	10.4386
O	6.288	1.4283	11.9738
O	11.3992	4.2855	17.4577
O	7.3561	1.8806	14.4114
O	4.891	3.6648	12.1227
O	3.1357	10.533	17.9381
O	4.3464	6.233	12.4322
O	9.3862	9.936	14.9076
O	6.1975	10.4327	13.9079
O	4.7997	8.4617	17.7395
O	9.6814	10.102	17.6136
O	11.1158	5.9933	20.0499
O	6.3514	8.2335	19.8469
O	1.4502	2.2161	11.9324
O	2.126	1.5728	19.2649
O	7.4167	2.2579	20.2278
O	5.2142	1.7984	18.7967
O	2.2122	5.4026	18.1075
O	0.5583	3.4855	19.9614
O	8.5006	7.3718	10.3205
O	9.5594	3.8193	20.2543
O	1.0667	6.205	15.8947
O	5.7696	7.9349	15.0289
O	4.5975	4.1837	17.7902
O	3.185	3.9153	20.0402
O	2.3099	1.7409	14.3998
O	11.4241	8.2002	17.0665
O	8.4908	0.1791	12.7112
O	10.7945	8.6396	19.5634
O	8.9463	5.0932	17.2248
O	1.8995	3.6236	16.164
O	1.071	7.7766	12.3162

Results
free energy: -54710.234 eV
free energy less fixed offsets of H -15.86, O -447.96, Si -113.29 eV per atom: 1.866 eV
gap between the highest filled and lowest empty level on this k mesh: 1.508 eV

The program warned: the cutoff lies below the one the program advises for these potential files; the model core charge is not resolved on the grid; the forces do not sum to zero within the program's tolerance; the exchange-correlation potential is rough where the density is thin.
